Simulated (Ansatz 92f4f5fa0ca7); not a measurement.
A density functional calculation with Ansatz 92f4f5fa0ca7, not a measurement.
Periodic cell of 225 atoms, Si132O91P2, from a study of silicon, its oxide and their interface. The atomic structure is a simulated model.

Settings
functional: PBE
potential files: Ansatz PAW
basis: plane waves
wave-function cutoff: 700 eV
density cutoff ratio: 5
exchange-correlation grid ratio: 1
k mesh: 2 x 2 x 1, shifted by 0.5 0.5 0.5 of a step
self-consistency stop: 5e-08 eV per atom in the density residual
occupations: fixed
spin: none
net charge: 0

Cell vectors (angstrom)
a, 10.938, 0, 0
b, 0, 10.938, 0
c, 0, 0, 31.9494

Atoms and the computed forces on them: element, x, y, z (angstrom), force x, y, z (eV/angstrom)
P, 10.6314, -0.0614, 24.2223, -0.008, -0.0256, 0.0267
Si, 5.1413, 0.204, 24.6776, -0.0326, -0.0126, -0.0376
Si, 2.7855, 2.255, 24.5422, 0.0323, 0.016, -0.0422
P, 8.4752, 2.5786, 24.4869, 0.0295, 0.0325, 0.0094
Si, 10.6869, 5.5739, 24.3588, -0.0001, -0.0036, -0.0444
Si, 5.1237, 5.5962, 24.447, -0.0185, 0.01, -0.0498
Si, 3.0037, 7.995, 24.4329, 0.0345, -0.0225, -0.0624
Si, 8.4599, 7.8676, 24.4265, -0.0124, -0.0153, -0.0457
Si, 1.2474, 1.0026, 25.783, -0.0694, -0.0397, -0.0089
Si, 6.8444, 1.4766, 25.775, 0.0196, 0.0024, -0.0013
Si, 3.9492, 3.9972, 25.754, 0.0314, -0.0303, -0.0236
Si, 9.6218, 3.9919, 25.8584, -0.0143, -0.0285, -0.0083
Si, 1.3244, 6.8179, 25.6775, -0.0061, -0.0071, 0.0129
Si, 6.8251, 6.7112, 25.7245, 0.0111, 0.0066, 0.0138
Si, 4.0488, 9.5165, 25.9546, -0.0524, 0.0231, -0.0175
Si, 9.5663, 9.5229, 25.7655, 0.0441, 0.0422, 0.0021
Si, 2.644, -0.1326, 27.2915, -0.0001, 0.0057, 0.0122
Si, 8.1749, -0.0084, 27.1017, 0.0096, 0.003, -0.0194
Si, 0.056, 2.5931, 27.148, -0.0084, 0.0044, -0.0136
Si, 5.4154, 2.7508, 27.1628, 0.0053, 0.0031, 0.0041
Si, 2.6554, 5.4355, 27.1088, 0.0042, 0.0045, 0.0282
Si, 8.185, 5.3816, 27.1534, -0.0168, 0.0266, -0.0138
Si, -0.0007, 8.1691, 27.1392, 0.0342, -0.0086, -0.0121
Si, 5.5218, 8.1319, 27.154, 0.0143, -0.0159, 0.0186
Si, 4.0695, 1.3323, 28.5193, 0.0017, 0.0123, -0.0172
Si, 9.5462, 1.3276, 28.5164, -0.0034, -0.0085, 0.0018
Si, 1.3616, 4.0475, 28.5171, -0.0033, 0.0041, -0.0159
Si, 6.8018, 4.0782, 28.5502, 0.0005, -0.0102, -0.0275
Si, 4.0863, 6.7866, 28.4871, -0.0075, -0.0054, -0.0258
Si, 9.5509, 6.7947, 28.4906, -0.0032, 0.0043, 0.0054
Si, 1.3039, 9.4746, 28.6283, -0.0117, -0.0012, -0.032
Si, 6.8428, 9.5502, 28.5117, -0.0142, -0.0019, -0.0086
Si, -0.0228, -0.0087, 29.918, -0.0081, 0.01, -0.0112
Si, 5.471, -0.0095, 29.8833, 0.002, -0.0019, 0.0062
Si, 2.7454, 2.7238, 29.8996, 0.0018, -0.0056, 0.0014
Si, 8.1982, 2.7228, 29.8923, 0.0108, -0.01, -0.0015
Si, -0.0057, 5.4482, 29.8775, 0.0023, 0.0069, 0.0029
Si, 5.4571, 5.4666, 29.8994, 0.0009, 0.0079, 0.0043
Si, 2.7561, 8.1591, 29.911, 0.0119, -0.0135, -0.0041
Si, 8.2197, 8.1938, 29.8824, 0.0092, -0.0028, -0.0001
Si, 1.3673, 1.3673, 31.2657, 0.0331, 0.0456, -0.0275
Si, 6.8362, 1.3673, 31.2657, 0.0376, -0.0602, -0.0451
Si, 4.1018, 4.1018, 31.2657, -0.0184, -0.0518, 0.053
Si, 9.5708, 4.1018, 31.2657, -0.0707, -0.0913, -0.071
Si, 1.3673, 6.8362, 31.2657, 0.0226, -0.2654, -0.0171
Si, 6.8362, 6.8362, 31.2657, 0.0299, 0.0826, -0.1177
Si, 4.1018, 9.5708, 31.2657, 0.0633, -0.0597, -0.0631
Si, 9.5708, 9.5708, 31.2657, -0.1771, -0.1263, 0.1473
Si, 2.7345, 0, 0.6835, 0.0239, 0.0797, 0.0022
Si, 8.2035, 0, 0.6835, -0.0185, 0.0485, -0.0999
Si, 0, 2.7345, 0.6835, 0.0558, 0.0768, 0.0325
Si, 5.469, 2.7345, 0.6835, -0.0323, 0.0648, 0.0717
Si, 2.7345, 5.469, 0.6835, -0.0704, -0.0178, -0.0431
Si, 8.2035, 5.469, 0.6835, 0.0287, 0.1167, -0.036
Si, 0, 8.2035, 0.6835, -0.0015, 0.0679, 0.0982
Si, 5.469, 8.2035, 0.6835, 0.052, 0.1246, 0.0782
Si, 4.0981, 1.377, 2.0643, 0.0042, -0.0068, -0.0016
Si, 9.5927, 1.3517, 2.0442, 0.0059, -0.0121, 0.0048
Si, 1.3535, 4.1352, 2.0567, -0.0101, 0.0094, -0.005
Si, 6.8256, 4.1346, 2.0456, -0.0104, 0.0065, 0.0034
Si, 4.0893, 6.8468, 2.0451, 0.0036, -0.0097, -0.0017
Si, 9.5746, 6.8382, 2.0651, 0.0064, -0.009, -0.0027
Si, 1.363, 9.5984, 2.0564, -0.0159, 0.0145, -0.0032
Si, 6.8284, 9.6106, 2.0488, -0.0063, 0.006, -0.0038
Si, 0.0305, 0.0339, 3.4721, 0.0088, 0.0037, 0.0012
Si, 5.4853, 0.0385, 3.4532, 0.007, -0.0001, 0.0187
Si, 2.7176, 2.7699, 3.4038, 0.0033, 0.0003, 0.0186
Si, 8.2529, 2.7796, 3.343, 0.0044, 0.0072, 0.0135
Si, 0.029, 5.5159, 3.4754, 0.0135, 0.0039, 0.0069
Si, 5.4728, 5.5249, 3.4283, 0.0048, 0.0063, 0.0174
Si, 2.7378, 8.239, 3.4005, 0.0021, -0.0013, 0.015
Si, 8.243, 8.2848, 3.3862, 0.0077, 0.0086, 0.0188
Si, 1.3799, 1.4519, 4.8448, -0.02, 0.0068, 0.0007
Si, 6.9108, 1.474, 4.7305, 0.0037, -0.0063, 0.0138
Si, 4.0625, 4.1515, 4.7591, 0.0012, 0.0056, 0.0097
Si, 9.5997, 4.0802, 4.7801, 0.0111, -0.0207, 0.0092
Si, 1.3691, 6.971, 4.8446, -0.0131, 0.0051, -0.0021
Si, 6.8425, 6.9858, 4.7304, -0.0174, 0.0001, 0.006
Si, 4.0966, 9.5729, 4.7906, 0.0028, -0.0013, -0.0008
Si, 9.6247, 9.5751, 4.8404, 0.0124, -0.0129, -0.002
Si, 2.7603, 0.0329, 6.1398, 0.0033, -0.0138, 0.0213
Si, 8.2974, 0.1163, 6.0907, -0.0026, 0.0091, 0.0163
Si, 0.0177, 2.7951, 6.3027, -0.0045, -0.006, -0.0239
Si, 5.5141, 2.8352, 6.073, -0.0009, -0.0046, -0.0038
Si, 2.7561, 5.5893, 6.1398, 0.0063, -0.0028, 0.0216
Si, 8.2551, 5.595, 5.9599, -0.0082, 0.0087, 0.0218
Si, 0.0511, 8.3029, 6.3733, 0.001, -0.0061, -0.019
Si, 5.5008, 8.2983, 6.2215, -0.0035, -0.0027, -0.0069
Si, 4.4265, 1.1772, 7.329, -0.0046, -0.0145, 0.0182
Si, 9.8144, 1.1458, 7.619, -0.0168, -0.0216, 0.0261
Si, 1.1814, 4.4971, 7.5035, 0.0121, 0.021, 0.0289
Si, 6.6429, 4.5396, 7.2494, 0.0128, 0.0172, 0.0149
Si, 4.326, 6.7029, 7.5419, -0.0086, -0.0193, 0.0162
Si, 9.7335, 6.6086, 7.5022, -0.024, -0.0328, 0.021
Si, 1.285, 9.9379, 7.7054, 0.0147, 0.0259, 0.0221
Si, 6.7243, 9.9602, 7.4099, 0.0085, 0.021, 0.0255
O, 4.0924, 6.8163, 24.0449, -0.0048, 0.0225, -0.0082
O, 4.0275, 1.2654, 24.0359, -0.0031, -0.0066, -0.0234
O, 9.5557, 6.7172, 23.9137, 0.0064, -0.0013, -0.0195
O, -0.0219, 5.54, 8.016, -0.004, 0.0018, 0.0247
O, 5.5749, 0.1211, 7.9101, 0.0073, 0.0026, 0.0323
O, 0.0763, 0.0879, 8.1473, -0.0001, -0.002, 0.0219
O, 5.536, 5.61, 7.8829, 0.0026, 0.004, 0.0314
O, 7.6009, 3.956, 8.439, -0.0172, -0.0146, 0.0087
O, 8.735, 7.0426, 8.7662, 0.0249, 0.02, -0.004
O, 2.1854, 9.4545, 9.045, -0.0202, -0.0109, -0.0098
O, 8.8954, 1.6716, 8.9203, 0.0272, 0.0184, -0.0124
O, 7.6211, 9.4657, 8.7087, -0.0195, -0.0243, 0.0053
O, 3.6116, 1.8115, 8.604, 0.0199, 0.0193, 0.0059
O, 3.5891, 7.2213, 8.9498, 0.0167, 0.0182, -0.0052
O, 2.0688, 4.0004, 8.815, -0.0103, -0.0136, -0.0037
O, 7.8506, 3.9453, 23.7179, -0.0611, -0.0114, -0.0263
O, 0.4152, 4.91, 22.9735, -0.0152, -0.009, 0.0097
O, 1.8994, 2.7346, 23.2417, 0.0111, 0.0153, -0.0012
O, 5.574, 4.9658, 22.9778, 0.0066, 0.0075, 0.016
O, 5.6165, 10.0775, 23.5199, 0.0287, 0.0223, -0.0126
O, 2.6233, 8.646, 22.9534, -0.0042, -0.0181, 0.0252
O, 0.2616, 9.6311, 23.2329, 0.0353, 0.0231, -0.0067
O, 7.8189, 8.5741, 23.0702, -0.0072, -0.0068, 0.0049
Si, 8.6695, 7.6863, 18.4686, -0.0004, -0.0022, -0.0022
Si, 8.7956, 6.3526, 13.6361, -0.0057, 0.0006, 0.0145
Si, 3.8091, 1.5192, 14.7406, -0.0043, -0.0017, 0.0023
Si, 2.1465, 5.7053, 17.619, 0.0038, 0.0018, -0.0066
Si, 2.3768, 3.1186, 19.5082, 0.0072, 0.0074, 0.0048
Si, 9.8238, 9.0252, 12.0877, 0.0039, -0.0026, -0.0061
Si, 1.3982, 9.2741, 22.0874, 0.0003, 0.003, -0.0024
Si, 9.1874, 0.9575, 13.2126, 0.0017, 0, 0.0003
Si, 1.4267, 5.0395, 13.0308, 0.0012, -0.0008, 0.0002
Si, 1.8029, 8.2409, 12.8304, 0.0024, 0.001, 0.0045
Si, 6.7089, 9.585, 22.4363, -0.0079, 0.0131, 0.0076
Si, 4.551, 4.5724, 15.7201, 0.0011, 0.0034, 0.0001
Si, 8.2133, 3.0107, 9.5865, -0.0057, 0.0056, -0.0064
Si, 0.8678, 8.191, 19.2635, -0.0032, -0.0034, -0.0016
Si, 6.9938, 1.3691, 21.1458, -0.0045, 0.0057, 0.011
Si, 8.233, 8.3086, 9.6786, -0.0013, 0.0004, -0.0068
Si, 10.8896, 5.1872, 15.6048, 0.0001, 0.0031, 0.0018
Si, 7.5817, 9.4904, 16.3417, 0.0006, -0.0051, -0.0025
Si, 9.9245, 2.0545, 20.3045, -0.0046, 0.0011, 0.001
Si, 3.2223, 8.5073, 9.9246, 0.0094, -0.0032, 0.0019
Si, 6.7018, 3.3419, 17.4641, -0.0004, -0.0021, -0.0015
Si, 1.1275, 0.1697, 19.8526, -0.0055, -0.0014, 0.0048
Si, 3.2439, 2.8024, 12.3072, -0.002, -0.0035, -0.0022
Si, 7.209, 5.4057, 19.7299, 0.0032, -0.003, 0.007
Si, 5.7575, 8.6545, 11.5561, 0.0004, 0.0016, -0.0015
Si, 5.7979, 6.057, 13.2095, -0.0014, 0.0021, 0.0023
Si, 4.6496, 9.7105, 17.6527, -0.0079, -0.0005, 0.0073
Si, 0.9839, 3.5765, 22.1974, 0.0053, 0.0006, 0.0066
Si, 4.8893, 1.4904, 18.8695, 0.0024, -0.0003, 0.0029
Si, 3.1988, 3.0739, 9.5246, 0.0058, -0.0025, -0.0084
Si, 6.4685, 10.8001, 13.8072, -0.0004, -0.0004, -0.002
Si, 10.3619, 0.1106, 15.9899, 0.006, 0.0091, -0.0021
Si, 5.6685, 3.645, 11.1607, -0.0008, -0.0022, -0.0047
Si, 9.8514, 3.8897, 11.9099, 0.0034, 0.0006, -0.0105
Si, 2.3548, 9.9125, 15.5654, 0.0045, -0.0015, -0.004
Si, 6.0926, 8.1416, 19.8346, -0.0081, 0.0011, 0.0073
Si, 6.8294, 4.0791, 22.4458, 0.0045, -0.0124, 0.0196
Si, 9.7717, 2.7743, 17.3917, 0.001, -0.0001, 0.0021
O, 7.2069, 6.3666, 13.982, -0.008, -0.0019, -0.0212
O, 1.9087, 7.0227, 18.6559, -0.0133, 0.0081, 0.0139
O, 10.2779, 4.0274, 16.5264, 0.0095, 0.0005, -0.0008
O, 6.1817, 9.9618, 17.0775, 0.0013, -0.0045, 0.0035
O, 10.1616, 0.6943, 14.4852, -0.0193, -0.0051, 0.0063
O, 8.445, 6.1092, 18.9003, -0.0259, 0.0186, 0.0082
O, 5.1832, 0.6622, 14.4432, -0.004, -0.0053, -0.004
O, 5.7325, 2.0463, 17.5985, 0.0018, 0.0088, 0.024
O, 8.3279, 1.9819, 20.4879, -0.0015, -0.0091, 0.0046
O, 1.974, 4.2564, 18.3909, 0.0024, 0.0029, 0.008
O, 6.9697, 2.7897, 10.6448, -0.003, 0.02, 0.0014
O, 4.8793, 2.6956, 12.2268, -0.012, 0.0255, -0.0224
O, 6.0472, 4.3644, 16.3722, -0.0184, -0.0154, 0.0087
O, 4.5664, 3.9106, 9.9483, -0.0133, -0.0296, 0.0229
O, 10.6405, 2.7366, 21.608, 0.0126, -0.0013, -0.018
O, 9.7317, 6.1565, 14.9727, 0.004, -0.0164, -0.0175
O, 6.0116, 6.5075, 19.8883, 0.0343, 0.0082, -0.0078
O, 4.1024, 0.1667, 18.3306, 0.0228, -0.0231, -0.005
O, 9.2752, 10.5497, 12.2852, 0.0101, 0.0075, 0.0185
O, 2.8613, 4.3435, 12.7234, -0.0128, -0.0212, 0.0005
O, 1.813, 10.658, 21.2882, -0.0287, -0.0264, -0.0099
O, 3.9621, 2.7261, 19.417, 0.0066, -0.0052, -0.0084
O, 0.7426, 10.0355, 15.9877, -0.012, -0.0015, -0.0046
O, 1.2723, 9.77, 18.8828, -0.001, -0.0048, 0.0259
O, 1.706, 1.6159, 19.3313, -0.0048, 0, 0.0015
O, 8.9544, 10.38, 16.5175, 0.0001, 0.0007, -0.0192
O, 4.8919, 8.5866, 18.818, 0.0058, 0.0142, 0.0027
O, 9.5781, 8.7511, 10.4953, -0.0187, -0.009, 0.0167
O, 6.7259, 4.1047, 18.9008, 0.0058, 0.0019, -0.0151
O, 2.8552, 1.702, 13.4147, 0.0157, 0.0196, -0.0064
O, 5.8503, 8.8166, 21.2877, 0.0216, -0.004, -0.0119
O, 2.547, 2.4402, 10.8849, 0.0309, 0.0267, 0.0113
O, 7.5912, 4.8604, 21.2262, -0.0225, -0.0008, 0.0019
O, 5.2184, 7.4627, 12.5662, 0.0297, -0.0036, -0.0006
O, 0.4403, 9.0542, 12.514, -0.0043, -0.0183, -0.0014
O, 7.5958, 1.0418, 13.5969, 0.0079, -0.0225, 0.0068
O, 7.1224, 9.6178, 14.7687, 0.007, 0.0248, -0.0065
O, 8.9916, 5.0264, 12.7002, 0.0247, -0.0037, 0.0024
O, 8.102, 8.0275, 16.9408, -0.0036, 0.0043, 0.0148
O, 6.3487, 2.5571, 22.074, 0.0193, 0.0097, -0.0217
O, 2.4634, 9.0497, 14.1322, -0.0132, -0.004, 0.0081
O, 0.4354, 4.4807, 11.8595, -0.0015, 0, 0.0191
O, 0.894, 8.1922, 20.9306, 0.016, 0.0296, -0.0071
O, 9.3928, 3.8167, 10.3562, -0.021, -0.0178, 0.0176
O, 9.6658, 2.3802, 12.5482, -0.0192, 0.0023, -0.0029
O, 7.642, 8.5644, 19.4194, -0.0042, -0.0284, -0.0078
O, 2.5594, 8.1625, 11.3804, -0.0107, 0.004, -0.0146
O, 4.0039, 3.0328, 15.3856, 0.0004, 0.0044, -0.0149
O, 0.8223, 4.4637, 14.432, -0.0026, 0.0245, -0.0019
O, 10.111, 3.0028, 18.9768, -0.0042, -0.0128, -0.0108
O, 9.1487, 7.7997, 12.9515, -0.0009, -0.0048, -0.0131
O, 10.4742, 0.5198, 20.0894, 0.0132, 0.0139, 0.0063
O, 6.0419, 5.029, 11.9423, -0.0095, -0.003, 0.011
O, 8.1637, 2.7372, 17.087, -0.0003, 0.0102, 0.0175
O, 3.5506, 5.4421, 16.737, 0.0006, -0.0096, -0.0125
O, 4.6735, 9.1245, 10.4037, 0.0124, -0.0157, 0.0058
O, 1.5411, 6.6601, 13.1927, 0.0018, 0.0002, -0.004
O, 4.7831, 5.4655, 14.3583, 0.0107, -0.0057, 0.0036
O, 1.9715, 3.8466, 20.9173, -0.0098, -0.018, -0.0056
O, 10.5588, 1.4058, 16.9671, -0.0107, 0.0062, -0.0047
O, 0.964, 6.0424, 16.5423, 0.0018, -0.0228, -0.011
O, 7.4431, 10.9469, 21.9142, -0.0153, -0.0099, -0.0074
O, 5.881, 0.9663, 20.0435, 0.0029, 0.0189, -0.0064
O, 6.0894, 10.0081, 12.422, -0.0025, -0.011, 0.0094
O, 2.8577, 0.5349, 15.6144, 0.0088, 0.0027, -0.0008
O, 7.0594, 8.0004, 10.7835, -0.0047, 0.0206, -0.0012
O, 10.2626, 7.9787, 18.7058, 0.0088, 0.0005, 0.0099
O, 3.4606, 9.2018, 16.6059, 0.0052, 0.014, 0.0024

Results
free energy: -137196.219 eV
free energy less fixed offsets of O -569.03, P -756.45, Si -635.61 eV per atom: -1.069 eV

The program warned: the cutoff lies below the one the program advises for these potential files; the forces do not sum to zero within the program's tolerance; the exchange-correlation potential is rough where the density is thin.
